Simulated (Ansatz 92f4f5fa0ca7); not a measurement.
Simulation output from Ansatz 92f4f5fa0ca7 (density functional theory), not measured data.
Periodic cell of 254 atoms, Si144O106N4, from a study of silicon, its oxide and their interface. The atomic structure is a simulated model.
This geometry differs little from another in the collection (a relaxation step or a small displacement).

Settings: functional r2SCAN; potential files Ansatz PAW; basis plane waves; wave-function cutoff 800 eV; density cutoff ratio 5; exchange-correlation grid ratio 1; k mesh 1 x 1 x 1, shifted by 0.5 0.5 0 of a step; self-consistency stop 1e-10 eV per atom in the density residual; occupations fixed; spin none; net charge 0.

Cell vectors (angstrom)
a	10.887	0	0
b	0	10.887	0
c	0	0	35.5828

Atoms and the computed forces on them: element, x, y, z (angstrom), force x, y, z (eV/angstrom)
Si	-0.2373	0.1225	0.3139	-0.0153	0.0021	0.0613
Si	2.3957	2.5759	0.2349	-0.0019	0.0154	0.0645
Si	0.5029	5.0737	-0.0168	0.0017	-0.018	0.0865
Si	2.9819	7.9179	0.1682	-0.0028	-0.0035	0.0845
Si	5.7579	-0.241	0.0565	0.0029	-0.0084	0.0832
Si	8.5321	2.399	-0.0577	0.0106	-0.0136	0.0928
Si	5.1013	5.511	0.0978	0.0015	0.0003	0.0925
Si	7.7316	8.125	-0.026	0.0095	0.0162	0.0864
Si	1.1898	1.3011	1.7256	-0.0035	0.0003	-0.0007
Si	4.0482	3.8415	1.3467	0.0018	-0.0029	-0.0032
Si	1.4026	6.7152	1.3938	-0.0021	-0.0012	-0.004
Si	4.0757	9.5996	1.3646	-0.0025	0.0011	-0.0031
Si	6.9089	1.3345	1.3196	-0.0014	-0.0001	-0.0042
Si	9.6157	4.0521	1.239	-0.0029	0.001	-0.0068
Si	6.7323	6.6227	1.4197	0.0019	-0.0047	0.0004
Si	9.4325	9.2918	1.2664	0.0027	-0.001	-0.0047
Si	-0.0961	2.7891	2.8858	0.0017	-0.0017	0.0015
Si	2.7252	-0.0397	2.8218	0.0005	0.0012	0.002
Si	-0.0228	8.0661	2.6855	-0.0019	-0.0019	0.0026
Si	2.761	5.3321	2.7389	-0.0005	-0.0006	0.0009
Si	5.5008	2.629	2.7065	-0.0009	-0.0017	0.0009
Si	8.1848	-0.1088	2.6918	-0.0003	-0.0008	0.0009
Si	5.4127	8.13	2.7251	0.0009	-0.0003	0.0006
Si	8.2273	5.358	2.6737	-0.0012	0.0003	0.0028
Si	1.3626	4.093	4.1553	-0.0011	-0.0006	-0.0004
Si	4.1131	1.3343	4.1187	-0.0001	-0.0018	-0.0007
Si	1.3384	9.4434	4.078	0.0008	-0.001	-0.0007
Si	4.0807	6.7493	4.0801	-0.0007	0.001	0.0009
Si	6.8362	4.0288	4.0512	0.0007	0.0003	-0.0009
Si	9.4735	1.2988	4.1095	-0.0007	0.0004	0.0012
Si	6.7942	9.4843	4.0744	-0.0002	0.0009	-0.0011
Si	9.5284	6.7447	4.0842	-0.0001	-0.0006	-0.0001
Si	0.0057	-0.0288	5.4344	0	0.0003	-0.0005
Si	2.7375	2.7164	5.464	-0.0002	-0.0007	-0.0003
Si	0.0075	5.4411	5.4936	-0.0004	-0.0015	0
Si	2.7022	8.0997	5.4363	0.0001	-0.0004	-0.0001
Si	5.4555	-0.0398	5.4572	-0.0001	0.0005	0.0005
Si	8.1292	2.6615	5.4579	0.0007	-0.0005	-0.0006
Si	5.4778	5.4198	5.4197	0.0004	-0.0004	-0.0002
Si	8.171	8.1432	5.4292	0.0004	0.0001	0
Si	1.3578	1.3494	6.7937	-0.0013	-0.0009	-0.0001
Si	4.0898	4.1002	6.8079	-0.0006	-0.0003	-0.0008
Si	1.3532	6.8132	6.8466	-0.0004	-0.0002	-0.0001
Si	4.0725	9.4836	6.7716	-0.001	-0.0001	-0.0005
Si	6.7749	1.3435	6.8311	0.0002	-0.0006	-0.0016
Si	9.517	4.0392	6.7834	-0.0009	-0.0002	-0.0004
Si	6.8074	6.7981	6.7927	-0.0007	-0.001	-0.0003
Si	9.5179	9.5212	6.8023	-0.0009	0.0001	-0.001
Si	-0.0096	2.7131	8.1667	0.001	0.0004	-0.0015
Si	2.73	-0.0184	8.1075	0.0004	0.0005	0.0004
Si	-0.01	8.1825	8.1789	0.0002	0.0003	-0.0005
Si	2.7494	5.487	8.1874	0.0005	0	-0.0005
Si	5.4299	2.7308	8.165	0	0.0002	-0.0015
Si	8.1578	0.005	8.1723	0	0.0001	-0.001
Si	5.4451	8.1708	8.1615	0.0004	0.0003	-0.0015
Si	8.1787	5.4321	8.1165	0	-0.0004	0
Si	1.3407	4.1352	9.4847	-0.0006	0	-0.0014
Si	4.0664	1.3382	9.4741	-0.0004	-0.0007	-0.0022
Si	1.3716	9.5647	9.4913	-0.0002	-0.0005	-0.001
Si	4.1084	6.8587	9.5819	-0.0009	0.0002	-0.0013
Si	6.8041	4.1226	9.4805	-0.0004	-0.0004	-0.0019
Si	9.4965	1.3712	9.5488	-0.0009	-0.0009	-0.0003
Si	6.79	9.5473	9.5328	-0.0009	0.0005	0.0003
Si	9.5014	6.7978	9.4966	-0.0001	-0.0003	-0.0006
Si	0.0145	0.0055	10.8619	-0.0019	0.0015	0.002
Si	2.7191	2.7517	10.752	-0.0019	-0.0002	0.0007
Si	-0.0172	5.4894	10.8834	0.0004	-0.0012	0.0002
Si	2.7211	8.2697	10.9042	0.0011	-0.0012	-0.0006
Si	5.4235	0.0327	10.8956	-0.0007	0.0006	-0.0008
Si	8.1137	2.783	10.872	0.0011	0	-0.0003
Si	5.5366	5.4995	10.899	0	0.0013	-0.0016
Si	8.1495	8.1578	10.8568	-0.0003	-0.0004	0.0026
Si	1.3229	1.496	12.1247	0.0002	-0.0001	-0.003
Si	4.1282	4.0658	12.0732	0.003	0.0002	0.0012
Si	1.342	6.899	12.2148	-0.0009	0.0029	0.0005
Si	4.0559	9.6319	12.3217	-0.0009	0.0009	-0.0008
Si	6.7424	1.446	12.2406	0.0002	0.0014	-0.0005
Si	9.4541	4.1576	12.2338	0	0.0013	-0.0004
Si	6.8697	6.8717	12.3571	0.0021	-0.0002	0.0012
Si	9.5819	9.4379	12.1807	0.0032	-0.0005	0.0023
Si	-0.0694	2.7998	13.5314	0.0022	0.0006	-0.0041
Si	2.6909	0.284	13.5465	0.0023	0.0008	-0.0044
Si	0.0191	8.1577	13.7408	-0.0033	-0.0008	-0.0082
Si	2.7534	5.4299	13.3229	-0.0002	-0.0001	-0.0021
Si	5.3692	2.8312	13.6493	-0.0005	0.0007	-0.0069
Si	8.2198	0.0085	13.351	0.0009	0.0041	-0.0044
Si	5.3703	8.1862	13.6901	0.0017	-0.0003	-0.0014
Si	8.3257	5.5411	13.785	0	0.0022	-0.0015
Si	1.3643	4.2029	14.7284	-0.0064	0.0125	0.0464
Si	3.5692	1.9759	15.0113	0.0075	-0.0106	0.0812
Si	1.143	9.9599	14.7382	0.0178	-0.0084	0.0787
Si	4.1873	6.4576	14.8433	-0.018	0.0025	0.0697
Si	6.5811	4.4378	14.8928	0.0138	-0.0093	0.0682
Si	9.7073	1.1348	14.7607	-0.0126	0.0039	0.0761
Si	6.8212	9.6946	14.7275	0.0067	0.0037	0.0855
Si	10.0369	6.516	15.3567	-0.0043	0.0102	0.0849
Si	0.5739	4.2835	24.3188	-0.0109	-0.0084	0.1841
Si	12.069	-4.8817	21.8316	0.004	-0.0069	0.192
Si	-5.4321	0.5898	16.7501	0.0297	-0.0378	0.1688
Si	-13.3895	19.3476	17.2569	-0.0093	0.0551	0.1851
Si	13.8513	5.297	19.594	0.011	-0.0157	0.2472
Si	-4.781	20.4102	18.9724	0.0002	0.0299	0.1954
Si	23.6073	19.8558	17.4859	0.0133	0.023	0.1902
Si	-0.4308	-11.5326	18.9139	0.0086	0.0243	0.2078
Si	1.3094	23.4434	31.4014	0.018	-0.0156	0.1589
Si	5.4168	-3.0832	25.3488	-0.0209	0.0111	0.2076
Si	10.894	11.4203	23.1391	-0.0208	0.0318	0.1833
Si	1.3495	8.4404	28.0857	0.007	0.0145	0.2399
Si	8.26	18.3171	23.9798	-0.0095	0.0049	0.1694
Si	-7.3291	19.209	19.7806	-0.0262	-0.0374	0.1921
Si	-2.917	-4.1448	32.6145	-0.0063	0.0034	0.1519
Si	-4.1362	11.8809	20.9386	-0.0198	0.0215	0.2148
Si	-3.087	9.367	31.0831	-0.0039	-0.0306	0.1737
Si	7.8425	-8.3669	16.9639	0.0149	-0.0057	0.1867
Si	24.8027	6.8592	23.9612	0.0274	0.0333	0.1802
Si	-0.5883	3.4047	21.9582	0.0059	0.0151	0.2205
Si	7.5722	-10.3509	25.9508	-0.0199	0.0013	0.2144
Si	-2.9187	-0.6374	23.2003	0.0155	-0.0407	0.2035
Si	16.5018	4.6949	32.6251	0.0103	0.018	0.1712
Si	-0.0207	-1.0211	30.3227	-0.0081	0.0149	0.1604
Si	12.725	6.1468	16.8969	0.0248	-0.0061	0.1979
Si	27.4552	21.4394	32.6882	-0.0263	0.0001	0.1611
Si	12.3875	-3.516	30.8587	0.0172	-0.0078	0.1699
Si	-5.3629	-4.3424	27.9245	-0.0146	-0.0375	0.1956
Si	7.4844	26.27	22.9133	-0.0039	0.0193	0.1917
Si	17.4505	-0.0669	28.7297	0.0007	-0.0033	0.2201
Si	3.4843	3.8993	24.2426	0.0037	0.0092	0.1884
Si	0.3461	7.1409	25.355	0.0092	0.0364	0.21
Si	-0.2241	-5.303	32.6078	-0.014	0	0.1646
Si	15.2875	9.2319	27.7007	-0.0172	0.0177	0.1709
Si	-2.554	3.7059	32.6486	-0.0031	0.0098	0.1715
Si	-2.9403	2.5631	29.8391	-0.0076	-0.0053	0.1958
Si	10.4008	-8.9563	25.6286	-0.0226	0.0208	0.2226
Si	11.7747	9.0023	21.3922	-0.0119	-0.0129	0.2105
Si	-6.5809	-6.3129	29.9961	-0.0066	-0.032	0.1888
Si	-0.6901	3.4268	28.1031	-0.0026	0.0317	0.215
Si	-9.1134	0.468	33.8078	0.0039	-0.0082	0.1561
Si	9.2491	-8.6612	19.5922	0.0262	0.0155	0.2349
Si	3.2396	8.863	32.8062	-0.0077	0.0166	0.1543
Si	12.0512	-6.4057	30.2123	0.0128	0.0097	0.1704
Si	4.9576	3.574	21.408	0.0174	0.0214	0.2095
Si	15.3937	2.159	31.4504	0.0058	-0.0216	0.1353
Si	6.0806	-7.7312	25.4934	0.0256	-0.006	0.2158
Si	18.4296	-6.2365	27.8525	0.018	0.0023	0.1907
O	2.563	-0.5398	32.8196	0.0065	-0.0094	-0.0615
O	13.3277	14.0083	15.429	-0.0027	0.0029	-0.0366
O	5.2098	-5.6541	34.0852	0.0136	-0.0247	-0.1331
O	-5.9139	-0.2916	28.3936	-0.015	-0.0223	-0.0733
O	4.777	3.0141	30.0912	0.0038	0.0266	-0.0772
O	-8.1792	8.2061	34.1797	0.0041	0.0166	-0.1194
O	0.7505	3.0686	30.8757	-0.01	0.0311	-0.0673
O	4.1329	6.7921	35.7105	0.0053	-0.0008	-0.0361
O	6.2944	4.4644	21.7816	-0.0438	-0.0156	-0.0943
O	5.1892	3.1071	32.6129	-0.0143	-0.0207	-0.064
O	11.7098	-0.4225	34.7684	0.0324	0.003	-0.0735
O	5.4654	0.3565	34.1426	0.0003	-0.0036	-0.1161
O	9.4151	2.4355	29.1481	0.0332	0.0157	-0.0954
O	7.8289	18.2528	34.117	0.0024	-0.0405	-0.1263
O	4.8302	20.044	32.6817	0.0087	-0.0016	-0.0489
O	-2.2799	2.9547	18.3126	-0.0463	0.0127	-0.1477
O	2.0749	-1.4725	15.9702	-0.0151	0.0255	-0.1194
O	8.166	-2.2282	22.9111	0.0006	0.032	-0.0784
O	7.2609	3.8388	16.2567	-0.0259	0.04	-0.0872
O	3.6879	6.7215	19.805	-0.0002	0.0125	-0.0709
O	-8.4279	5.1434	18.047	-0.045	0.0233	-0.1651
O	11.1936	0.8105	24.7401	0.0114	-0.0338	-0.1253
O	11.8805	-0.7363	18.1825	0.0357	-0.0252	-0.0879
O	6.771	21.6401	19.7816	-0.0138	-0.0677	-0.1258
O	5.3186	-0.6581	17.7478	-0.014	0.0461	-0.1073
O	10.8387	0.0707	15.3151	-0.0026	0.0057	-0.0454
O	-14.4188	3.9819	29.3244	0.0002	0.0369	-0.1105
O	-6.4038	14.1023	25.2985	-0.04	0.0138	-0.085
O	9.4089	9.4855	17.9612	-0.0443	-0.0495	-0.0985
O	7.7331	9.0913	15.932	-0.0291	0.0175	-0.1017
O	19.9593	-6.5109	27.3898	-0.0033	0.0073	-0.0777
O	11.0071	12.8608	22.3832	-0.0068	0.0228	-0.0841
O	2.4095	-2.0031	20.8024	0.0565	-0.0044	-0.1016
O	17.7419	11.036	22.3311	-0.0332	0.0487	-0.1328
O	-3.7285	-2.4803	18.3736	0.0383	-0.0236	-0.0892
O	0.4301	-3.4154	21.8141	0.0062	0.0374	-0.0732
O	-0.8352	0.8922	19.1548	0.006	-0.0274	-0.0767
O	13.6565	-12.6255	27.6834	0.0222	0.0026	-0.0659
O	5.8771	0.016	15.305	0.0175	-0.0223	-0.0837
O	10.2144	3.3024	20.3412	-0.0268	-0.0319	-0.1344
N	-10.5493	4.7302	22.6594	0.0004	0.0133	-0.1247
O	5.4962	12.944	21.0339	0.0158	-0.0321	-0.0673
N	11.5055	16.3448	15.8267	-0.0211	-0.0143	-0.0828
O	9.3578	10.9985	22.9605	0.0077	0.0023	-0.0706
O	-1.9838	1.731	16.0452	0.0364	-0.0266	-0.0977
O	-0.6212	3.2674	24.7195	0.0196	0.0365	-0.1004
O	-5.8321	8.876	20.0282	0.0205	0.0118	-0.0746
O	2.6376	-4.491	22.47	-0.041	-0.0206	-0.1257
O	6.6004	12.4483	17.3441	-0.0118	0.0033	-0.0689
O	5.0205	7.9596	28.5299	0.0002	0.0029	-0.0715
O	22.2577	-5.3626	25.3535	0.0065	-0.0348	-0.0852
O	5.0208	20.033	26.1923	0.0303	-0.0319	-0.1186
O	8.0908	1.833	20.6473	0.0315	0.0054	-0.0968
O	4.0029	14.4558	22.7379	0.0403	-0.0127	-0.1481
O	22.6719	10.1736	22.5592	0.0186	-0.0526	-0.1007
O	14.0861	30.5846	18.2942	-0.0358	0.0156	-0.1167
O	-6.8055	1.4006	16.4745	-0.0296	0.0272	-0.085
O	-5.7084	-10.1842	31.5518	-0.0025	0.0235	-0.0701
O	-10.5554	5.8013	34.114	-0.0144	0.0094	-0.1278
O	5.4204	5.5023	15.3782	0.0025	0.0031	-0.0367
O	-1.6814	7.1358	16.698	0.0375	-0.0448	-0.0933
O	-3.6584	-0.6579	32.3434	0.0299	-0.0153	-0.0794
O	7.3913	-11.1216	27.3542	0.0322	0.0201	-0.1518
O	3.1714	-4.1972	16.1119	0.0399	0.0016	-0.0919
O	-1.271	1.2047	35.2123	-0.001	0.0035	-0.0392
O	4.3817	7.7489	24.0887	-0.0419	-0.014	-0.0925
O	0.3084	-1.3915	28.7694	0.0269	-0.0304	-0.1148
O	1.7011	-14.4424	29.2431	-0.0004	0.0316	-0.1367
O	15.9907	6.5704	26.3644	-0.0036	0.0241	-0.1305
O	0.7439	11.2848	30.5634	-0.0197	-0.035	-0.0708
O	-4.4975	1.5908	25.6991	-0.0052	0.0167	-0.0707
O	-15.0419	-12.3954	35.3058	-0.0067	0.0001	-0.0495
O	1.5502	-5.5252	20.4023	0.0473	-0.0122	-0.1359
O	8.0046	16.895	23.2435	-0.0051	-0.0387	-0.067
O	12.8379	14.3052	24.4628	0.0005	0.0052	-0.0591
O	22.9097	18.3712	17.54	-0.0068	-0.024	-0.0742
O	29.8158	13.5243	31.4586	-0.0067	-0.0354	-0.1367
O	24.6904	1.8841	31.4939	0.0032	0.0095	-0.0514
O	6.9821	-3.2269	24.9745	0.0601	-0.0038	-0.0879
O	6.8526	3.8066	24.2376	0.0376	0.0352	-0.1375
O	9.7416	18.384	24.7405	-0.0396	0.0028	-0.0757
O	-6.0946	-5.5569	31.3698	-0.0316	-0.0052	-0.1114
O	12.3764	-7.0803	35.2107	-0.0046	0.0055	-0.0407
O	1.6989	-3.2659	24.549	0.033	-0.0127	-0.0851
O	11.0056	2.48	27.049	0.0055	-0.0457	-0.147
O	19.6585	3.6389	22.4737	0.0329	-0.0218	-0.079
O	14.2965	5.461	24.6601	-0.0087	-0.0069	-0.0645
O	7.578	10.3493	24.7645	0.0156	-0.0289	-0.142
O	-6.0721	5.3303	28.6944	0.0387	0.0554	-0.1139
O	7.1276	17.1048	27.9966	-0.0021	-0.0005	-0.0653
O	20.774	4.1566	32.5972	0.0057	-0.004	-0.0502
O	-6.8601	4.1827	20.1908	-0.042	0.0354	-0.1084
O	0.5621	-14.0085	26.8412	-0.0379	-0.0529	-0.1691
O	19.8372	23.1359	25.9967	0.0184	-0.0011	-0.0771
O	0.5283	-2.2647	31.2177	-0.0092	0.0124	-0.0646
O	8.0263	2.9785	34.0794	-0.0069	0.0369	-0.1297
N	-3.5759	15.9977	32.4936	-0.0013	-0.0121	-0.0582
O	-1.3357	-4.1854	32.3596	0.0114	0.0011	-0.0532
O	2.7139	-17.2174	29.8607	0.0085	0.0028	-0.06
O	18.3961	-13.963	31.4843	-0.0014	0.0406	-0.0779
O	6.9822	12.2386	29.3893	-0.0082	-0.0281	-0.0765
O	-12.4741	-0.9876	30.7384	0.0159	0.0069	-0.0545
O	0.2952	-6.4104	28.8476	-0.0483	-0.0291	-0.1175
O	-3.9388	-1.2466	29.7532	-0.0302	0.0357	-0.1217
O	17.4243	-6.9416	26.8183	-0.0449	-0.0449	-0.1348
N	11.7793	16.6829	31.3184	0.0254	-0.0056	-0.101
O	0.8147	1.4155	32.9201	-0.0073	0.0215	-0.1002
O	2.7658	1.4742	34.6393	-0.0076	-0.0354	-0.082
O	-0.2394	-1.4085	20.3326	-0.0329	0.0324	-0.1388
O	13.7527	7.8284	31.6202	-0.0324	-0.0329	-0.0887

Results
free energy: -154111.674 eV
free energy less fixed offsets of N -386.36, O -570.45, Si -639.56 eV per atom: -1.894 eV

The program warned: the cutoff lies below the one the program advises for these potential files; the forces do not sum to zero within the program's tolerance; empty levels may hold ghost states of the PAW files; the exchange-correlation potential is rough where the density is thin.
